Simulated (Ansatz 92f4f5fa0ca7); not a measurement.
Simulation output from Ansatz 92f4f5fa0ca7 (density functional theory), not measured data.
Periodic cell of 224 atoms, Si133O90H1, from a study of silicon, its oxide and their interface. The atomic structure is a simulated model.

Settings: functional PBE; potential files Ansatz PAW; basis plane waves; wave-function cutoff 700 eV; density cutoff ratio 5; exchange-correlation grid ratio 1; k mesh 2 x 2 x 1, shifted by 0.5 0.5 0.5 of a step; self-consistency stop 5e-08 eV per atom in the density residual; occupations fixed; spin none; net charge +1 e, with a uniform compensating background and no finite-size correction.

Cell vectors (angstrom)
a  10.938  0  0
b  0  10.938  0
c  0  0  32.3291

Atoms and the computed forces on them: element, x, y, z (angstrom), force x, y, z (eV/angstrom)
Si  0.1772  -0.1624  24.9228  -0.0065  -0.0108  -0.0277
Si  5.368  0.1451  24.8033  -0.0191  0.0099  -0.0324
Si  3.0943  2.3789  24.8232  0.0225  -0.0186  -0.0219
Si  8.0329  3.033  24.8619  -0.0234  0.019  -0.0391
Si  -0.2384  5.8113  24.7103  -0.0171  0.0096  -0.0309
Si  5.7926  5.2409  25.0546  0.007  -0.0126  -0.019
Si  2.4398  8.5585  24.8545  -0.0075  0.0174  -0.0339
Si  8.4969  8.0942  24.9061  0.0061  -0.0024  -0.0225
Si  1.4235  1.3836  26.1765  -0.019  0.0017  0.0075
Si  6.9021  1.368  26.1312  0.0027  -0.0136  0.0113
Si  4.131  4.0434  26.1791  -0.0147  -0.0081  0.0009
Si  9.6407  4.1781  26.123  0.0116  -0.0075  0.0114
Si  1.3772  6.8609  26.1074  -0.0049  -0.0203  0.0172
Si  6.9323  6.8827  26.2451  0.0019  0.0048  -0.0046
Si  4.1315  9.5784  26.1522  0.0012  -0.0193  0.0084
Si  9.6284  9.5887  26.2846  -0.021  0.0142  -0.001
Si  2.7553  -0.01  27.5559  0.0062  -0.0037  -0.0022
Si  8.2066  0.0075  27.554  -0.0096  0.0125  0.0085
Si  0.0191  2.7534  27.508  0.0011  0.0062  0.0049
Si  5.4985  2.6906  27.553  -0.0009  -0.0004  -0.0096
Si  2.7356  5.4568  27.4943  -0.0019  0.0004  0.0047
Si  8.2588  5.4681  27.5728  0.0031  -0.0074  -0.0034
Si  0.0359  8.1691  27.5783  0.0066  -0.0086  -0.0005
Si  5.4702  8.1999  27.5394  -0.0031  0.0095  0.0034
Si  4.1018  1.3673  28.9108  0.0885  -0.1042  0.1842
Si  9.5708  1.3673  28.9108  0.1063  0.201  -0.1776
Si  1.3673  4.1018  28.9108  0.0154  0.1215  -0.1817
Si  6.8362  4.1018  28.9108  0.1325  -0.0555  -0.0466
Si  4.1018  6.8362  28.9108  -0.0862  -0.113  -0.24
Si  9.5708  6.8362  28.9108  0.2344  -0.032  0.4367
Si  1.3673  9.5708  28.9108  0.2061  -0.0622  0.1623
Si  6.8362  9.5708  28.9108  -0.1131  0.0869  -0.0279
Si  0  0  30.2781  0.0227  0.0216  -0.0351
Si  5.469  0  30.2781  -0.0286  -0.0039  0.0212
Si  2.7345  2.7345  30.2781  0.044  0.0328  -0.0498
Si  8.2035  2.7345  30.2781  0.0252  0.0543  0.0079
Si  0  5.469  30.2781  0.0096  0.0713  0.0264
Si  5.469  5.469  30.2781  -0.0157  -0.0073  -0.0424
Si  2.7345  8.2035  30.2781  -0.0275  0.0368  0.0187
Si  8.2035  8.2035  30.2781  0.0267  -0.0032  -0.0316
Si  1.3673  1.3673  31.6453  0.0092  -0.0111  0.0004
Si  6.8362  1.3673  31.6453  0.0214  -0.0371  -0.0091
Si  4.1018  4.1018  31.6453  -0.0174  -0.0217  0.0087
Si  9.5708  4.1018  31.6453  -0.011  -0.0208  -0.0071
Si  1.3673  6.8362  31.6453  0.0029  -0.068  -0.0035
Si  6.8362  6.8362  31.6453  0.0066  0.0041  0.0042
Si  4.1018  9.5708  31.6453  0.0516  0.0152  -0.0005
Si  9.5708  9.5708  31.6453  -0.0183  0.0166  0.0096
Si  2.7345  0  0.6835  0.0128  -0.0462  -0.0159
Si  8.2035  0  0.6835  -0.0617  0.0595  -0.0153
Si  0  2.7345  0.6835  -0.0208  0.0273  0.0171
Si  5.469  2.7345  0.6835  -0.0104  0.0472  0.0043
Si  2.7345  5.469  0.6835  -0.0297  0.0716  -0.014
Si  8.2035  5.469  0.6835  0.0515  -0.0193  -0.0148
Si  0  8.2035  0.6835  0.0458  -0.0172  -0.0002
Si  5.469  8.2035  0.6835  -0.0245  -0.0065  0.0234
Si  4.1018  1.3673  2.0507  -0.0388  -0.0573  0.0023
Si  9.5708  1.3673  2.0507  -0.0607  -0.1109  0.0288
Si  1.3673  4.1018  2.0507  0.0818  0.0108  0.0126
Si  6.8362  4.1018  2.0507  -0.0043  -0.0417  0.0101
Si  4.1018  6.8362  2.0507  -0.0376  -0.1262  0.0272
Si  9.5708  6.8362  2.0507  -0.1079  -0.0671  -0.0265
Si  1.3673  9.5708  2.0507  -0.024  0.0998  -0.0349
Si  6.8362  9.5708  2.0507  0.1489  0.1027  0.0153
Si  0  0  3.418  -0.0165  -0.4661  -0.5738
Si  5.469  0  3.418  -0.0476  0.0941  0.0421
Si  2.7345  2.7345  3.418  0.0109  0.1929  -0.1047
Si  8.2035  2.7345  3.418  -0.2748  0.0439  0.0197
Si  0  5.469  3.418  -0.0213  0.1832  0.1695
Si  5.469  5.469  3.418  -0.1955  0.0355  0.1455
Si  2.7345  8.2035  3.418  -0.0631  -0.0422  0.271
Si  8.2035  8.2035  3.418  0.0929  -0.0695  -0.1446
Si  1.2919  1.3927  4.7055  -0.0114  -0.0034  0.0134
Si  6.8211  1.3642  4.8029  -0.0245  0.0253  0.014
Si  4.0851  4.0965  4.816  -0.003  0.008  0.0047
Si  9.5089  4.1508  4.7675  -0.0026  -0.0041  0.0095
Si  1.3577  6.8467  4.8347  -0.0106  0.0099  -0.0294
Si  6.7656  6.9225  4.7756  -0.0068  0.0041  -0.0002
Si  4.111  9.5727  4.7982  0.0118  -0.0163  0.0003
Si  9.6674  9.4836  4.7658  0.0115  -0.0096  0.0039
Si  2.7155  0.0714  6.031  0.0348  -0.016  0.0296
Si  8.2114  -0.132  5.9932  0.0019  0.0295  0.006
Si  -0.1656  2.658  6.057  0.0065  -0.0141  -0.0058
Si  5.4685  2.7315  6.2381  -0.0152  -0.0132  -0.0277
Si  2.6593  5.4483  6.2012  -0.0009  0.0127  0.0286
Si  8.1428  5.5664  6.0937  0.0242  -0.0267  0.0034
Si  0.0232  8.1442  6.3423  -0.0287  -0.0096  -0.0255
Si  5.4281  8.2607  6.2748  0.0303  0.0147  -0.0108
Si  3.7355  1.6331  7.432  -0.0163  0.0026  0.0158
Si  9.6324  1.0418  7.3971  0.0151  -0.0167  0.0084
Si  1.408  3.7573  7.3249  0.0061  -0.0091  0.0073
Si  6.5504  4.4767  7.4105  -0.0054  0.0386  0.0337
Si  4.2242  6.6575  7.5237  -0.0008  -0.0185  0.0132
Si  9.2626  6.9824  7.6143  -0.0308  -0.0026  0.0478
Si  1.1522  9.9849  7.4244  -0.0052  0.0669  -0.0186
Si  7.1548  9.3719  7.5042  0.0275  0.0069  0.0259
O  9.5328  6.9272  24.3854  0.0127  0.0037  -0.0277
O  4.2376  1.2704  24.3988  0.008  -0.0028  -0.0274
O  8.1919  8.1862  8.1034  -0.0102  0.0083  0.0103
O  2.6377  2.7861  7.8434  -0.0096  -0.0077  0.0306
O  6.8609  4.1275  24.4421  0.0152  -0.0038  -0.0306
O  1.2943  9.6702  24.4223  -0.0023  0.0027  -0.0282
O  3.6504  7.3026  8.9629  -0.0038  -0.0254  0.0053
O  -0.0173  0.0994  7.8701  -0.0077  -0.0199  0.0237
O  5.3863  5.5488  7.8997  -0.0094  -0.0007  0.0345
O  6.7787  10.4063  8.7634  0.0219  -0.0029  0.0039
O  9.6685  6.0271  8.9243  0.0165  0.0074  -0.0065
O  1.8974  9.9929  9.2263  0.0176  0.0199  0.0648
O  3.9233  0.8426  8.9064  -0.0045  0.0022  0.0113
O  0.4281  3.9676  8.6401  0.0059  0.0194  0.018
O  8.8282  1.2727  8.8343  -0.0185  -0.0132  0.0036
O  0.1904  10.3061  11.3216  0.0169  0.0219  -0.0008
O  8.0752  8.9301  23.5512  -0.0189  -0.0144  -0.0014
O  8.7143  2.5031  23.4604  0.0054  -0.0092  0.004
O  5.0688  6.1146  23.8699  0.0118  -0.0057  -0.0162
O  2.5115  2.8234  23.3708  -0.0051  -0.0063  -0.001
O  10.3553  0.4094  23.5773  0.0083  0.0128  -0.0003
O  0.2662  5.3556  23.2073  0.0059  0.0167  -0.0086
O  2.9955  8.0455  23.4086  -0.0114  -0.0023  -0.0175
O  5.9494  10.4745  23.3759  0.0075  -0.0068  0.0043
Si  9.834  1.6434  22.643  -0.0016  0.0046  0.0039
Si  2.8652  7.7016  21.8278  0  0.0037  0.0032
Si  4.7485  10.0784  15.4475  -0.0067  -0.0041  0
Si  9.7185  -0.0103  17.6173  -0.0018  0.0034  0.0015
Si  4.2498  0.3129  12.7304  -0.006  -0.0025  -0.0125
Si  4.6121  5.1796  11.6243  -0.0141  -0.0013  -0.0125
Si  7.5517  0.6318  9.6456  -0.0048  0.0008  0.0039
Si  1.7405  2.8653  21.9483  -0.0044  -0.004  0.0027
Si  6.0519  2.6284  19.2215  0.0001  0.0009  0.0008
Si  6.0492  7.6479  18.3969  -0.0039  0.0021  0.0006
Si  6.7059  3.4817  10.2268  -0.0057  -0.0049  -0.0099
Si  3.2368  12.6028  19.4941  -0.0019  -0.0004  0.0006
Si  2.5741  6.8432  10.1129  -0.0151  0.0062  -0.0127
Si  5.3596  15.0805  14.3414  -0.0099  -0.0012  0.0011
Si  10.8326  -2.8451  17.5575  0.003  -0.0008  0
Si  13.3401  -1.7541  16.9318  -0.0012  -0.0053  -0.0029
Si  8.0019  11.3813  20.3434  -0.0002  -0.0055  0.0023
Si  2.8781  11.2595  10.0071  -0.0233  -0.0292  -0.036
Si  6.6418  7.2549  12.7247  -0.0001  0.0034  -0.0076
Si  9.7223  6.039  19.4841  0.0008  -0.0021  0.0052
Si  -4.0647  -1.5437  22.5519  -0.0015  -0.0024  0
Si  5.9965  6.5736  15.6515  -0.0041  -0.0009  0.0004
Si  12.3811  12.1607  16.8584  -0.0033  0.0076  -0.0022
Si  7.2038  10.3611  12.3513  0.0094  0.004  -0.0096
Si  10.9777  5.255  9.5436  0.0143  0.0079  -0.0154
Si  5.3751  6.5564  22.3429  0.001  -0.0038  0.0141
Si  6.9052  5.4467  20.2322  -0.0012  -0.0024  0.0115
Si  1.9275  2.0272  13.8455  -0.0003  0.0023  -0.0026
Si  5.7272  1.7995  16.1773  -0.0015  0.0025  0.0005
Si  0.8727  9.1802  10.3863  -0.0039  0.0085  -0.029
Si  0.5692  0.9239  11.6803  -0.0037  -0.0116  -0.0121
Si  -2.8731  4.6512  12.8159  0.0076  -0.0019  -0.0038
Si  0.8175  5.5386  21.6691  -0.0022  0.0029  -0.0042
Si  3.8599  -1.3922  19.5704  0.0002  0.0016  0.0089
Si  19.434  6.6934  17.1282  0.0025  -0.0011  -0.0009
Si  7.6502  10.7546  15.2373  0.0059  -0.0034  -0.0015
Si  -0.1543  3.6232  12.2788  0.0008  0.0013  -0.008
O  10.6555  7.2963  18.9848  -0.0149  -0.0067  -0.0192
O  1.7359  1.3396  10.5664  -0.0027  -0.0194  0.0196
O  18.4738  6.0992  15.9727  -0.0208  0.0283  0.0231
O  1.7732  13.0297  15.4736  -0.0079  -0.0149  -0.0032
O  8.8707  10.5334  16.2677  -0.005  0.012  0.0106
O  0.1642  2.5542  22.2103  0.0149  -0.0102  -0.0015
O  1.9419  8.1127  10.9819  0.0019  -0.0143  -0.0049
O  -5.7125  4.0963  10.5609  0.0285  0.0112  0.0239
O  6.7105  1.3939  20.0547  0.0063  0.0074  -0.0093
O  12.2502  -2.9527  16.7454  -0.0081  0.0242  0.0067
O  5.3908  7.3319  16.9412  0.0228  -0.0134  0.0182
O  -0.5174  13.0792  11.6053  0.0236  0.0216  0.0263
O  6.0216  7.3784  14.2276  0.0193  -0.0139  -0.0047
O  1.0465  11.7179  13.2333  -0.0019  0.0336  0.0048
O  7.1027  12.2723  15.435  -0.0181  -0.0271  0.0076
O  5.5656  6.501  11.7467  0.0042  -0.0126  0.0218
O  4.1348  10.1751  13.9319  0.0104  0.0254  -0.0026
O  9.1389  1.1213  21.2791  -0.0132  -0.0048  0.0059
O  -0.315  9.6391  17.9908  -0.0061  0.0014  -0.0156
O  5.8728  6.3361  19.3325  0.0276  0.0075  -0.0055
O  6.1428  2.4275  17.6005  -0.0088  -0.0089  0.0028
O  -0.2801  5.2028  20.5029  0.0119  0.0125  0.0117
O  7.6578  7.7978  18.0595  0.0003  -0.0279  -0.0154
O  7.2859  4.0279  8.8086  -0.022  -0.0067  0.0082
O  16.8092  0.4047  12.4598  0.0121  -0.0158  0.002
O  1.9436  4.3924  21.421  -0.0196  -0.0084  0.0144
O  9.1202  5.4629  18.0452  -0.0108  0.0302  -0.0166
O  1.2973  6.2661  9.3093  -0.0011  -0.0062  0.0368
O  -2.8012  -0.3853  13.683  -0.0359  -0.0003  0.0056
O  9.734  7.5271  16.4839  -0.0082  -0.0099  0.0402
O  6.5587  1.8606  10.0556  0.0294  0.0084  -0.0019
O  7.9898  6.299  12.7103  -0.0287  -0.0186  0.009
O  -4.0168  3.9464  19.6157  -0.0159  0.0048  0.0005
O  10.7744  1.2233  17.2778  0.0133  -0.0277  -0.0016
O  3.9874  11.1577  19.5786  -0.0246  -0.0042  -0.0023
O  5.3153  8.9255  19.0984  -0.0112  -0.0141  -0.0007
O  8.0479  -0.1002  11.0289  -0.0302  0.0116  0.0037
O  15.3891  2.7668  19.5486  0.0051  -0.0169  -0.0014
O  6.8825  -2.1759  12.1549  0.0001  0.0007  0.0185
O  5.0465  5.29  15.4392  0.0256  0.0062  -0.0195
O  -0.3628  8.5025  9.5885  -0.6015  0.2638  0.1288
O  3.6165  -0.2939  11.3166  0.0105  0.0232  0.0221
O  6.3418  5.3974  21.7497  -0.0106  0.0189  -0.0246
O  1.2413  3.3858  13.1498  -0.0174  -0.0213  -0.0001
O  7.4513  -0.8821  21.1624  -0.0051  0.0086  0.0155
O  3.9769  6.5564  21.5163  0.0042  0.0242  0.0163
O  15.9245  2.7965  15.1376  0.0138  0.0011  -0.0044
O  6.9306  4.1409  13.8726  -0.0164  0.0066  -0.017
O  13.6576  9.116  18.5129  0.0208  0.0161  -0.0191
O  3.4363  12.6168  13.1966  -0.0033  -0.0261  -0.0009
O  6.0202  8.0537  22.197  -0.0021  -0.0022  0.0057
O  4.6735  -10.3949  16.3063  0.0196  -0.0049  -0.0116
O  3.2725  9.0439  21.0009  0.0066  -0.0179  0.0028
O  7.7615  3.9349  11.3739  -0.0184  0.0048  0.0139
O  17.302  -1.2023  15.4777  0.0087  0.0266  -0.017
O  2.3344  1.7906  18.1162  0.002  -0.0184  0.0023
O  3.1649  5.7152  11.1087  0.0196  0.0096  -0.0055
O  4.4072  4.4102  13.0441  0.0331  0.015  0.0029
O  -0.0508  4.7673  11.0984  -0.0039  -0.0132  -0.0011
O  12.7685  -0.306  16.4627  -0.0058  0.0013  0.0232
O  8.3447  6.2175  20.3511  -0.0229  -0.0097  -0.0006
O  1.4077  7.0559  21.4727  0.0109  -0.0233  0.0209
O  8.7013  11.1613  18.8716  0.0042  -0.0006  -0.0044
O  25.6355  -1.9725  16.0737  -0.0137  0.0199  0.0216
O  2.3012  1.8415  20.8147  0.0076  0.016  -0.0051
O  -1.3763  4.1434  13.242  -0.0063  -0.0029  -0.0144
H  -1.2456  8.916  9.7547  0.6267  -0.2841  -0.1227

Results
free energy: -135771.765 eV
free energy less fixed offsets of H -17.10, O -569.03, Si -635.61 eV per atom: -5.835 eV

The program warned: the cutoff lies below the one the program advises for these potential files; the exchange-correlation potential is rough where the density is thin.
